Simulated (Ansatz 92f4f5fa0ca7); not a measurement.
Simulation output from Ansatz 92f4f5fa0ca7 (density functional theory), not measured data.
Periodic cell of 345 atoms, Si203O142, from a study of silicon, its oxide and their interface. The atomic structure is a simulated model.

Settings: functional PBE; potential files Ansatz PAW; basis plane waves; wave-function cutoff 700 eV; density cutoff ratio 5; exchange-correlation grid ratio 1; k mesh 2 x 2 x 1, shifted by 0.5 0.5 0.5 of a step; self-consistency stop 5e-08 eV per atom in the density residual; occupations fixed; spin none; net charge 0.

Cell vectors (angstrom)
a  15.4687  0  0
b  0  12.8259  0
c  0  0  29.5335

Atoms: element, x, y, z (angstrom)
Si  0.2887  -0.0684  23.6306
Si  3.4522  12.7395  23.5865
Si  8.0672  12.7038  23.5457
Si  11.2318  0.1153  23.5801
Si  2.2339  6.4831  23.5765
Si  5.4234  6.5261  23.5245
Si  9.8559  6.3957  23.7325
Si  13.0066  6.3031  23.6423
Si  1.82  4.1352  23.8296
Si  5.6285  4.1738  23.7323
Si  9.5965  4.0568  23.807
Si  13.417  4.0232  24.1613
Si  -0.0884  10.3885  23.9916
Si  3.7934  10.4182  23.8283
Si  7.7357  10.3956  23.9948
Si  11.6188  10.638  24.1093
Si  -0.0135  3.5332  25.2354
Si  3.7783  3.5041  25.0887
Si  7.6144  3.4744  24.979
Si  11.4318  3.4767  25.2571
Si  1.9104  9.8477  25.1741
Si  5.732  9.9532  25.1663
Si  9.6686  9.9084  25.2632
Si  13.5077  9.9923  25.3387
Si  0.0165  1.171  25.6497
Si  3.815  1.1728  25.579
Si  7.6928  1.1537  25.5386
Si  11.5256  1.1829  25.6665
Si  1.9291  7.5506  25.6672
Si  5.7677  7.6282  25.6036
Si  9.6576  7.5943  25.7353
Si  13.4866  7.6242  25.5846
Si  1.9336  0.5844  26.8821
Si  5.7695  0.5976  26.8123
Si  9.5966  0.598  26.8673
Si  13.5125  0.6093  26.8409
Si  -0.0457  6.9953  26.8337
Si  3.8712  6.9823  26.8747
Si  7.6855  6.9767  26.8527
Si  11.612  6.9944  26.8912
Si  0.0018  4.6795  27.2876
Si  3.8623  4.6375  27.2148
Si  7.7149  4.6174  27.1599
Si  11.581  4.6735  27.2845
Si  1.9369  11.0687  27.2355
Si  5.78  11.0967  27.246
Si  9.6531  11.1025  27.2897
Si  13.5378  11.1357  27.3466
Si  1.9336  4.081  28.5004
Si  5.8008  4.081  28.5004
Si  9.6679  4.081  28.5004
Si  13.5351  4.081  28.5004
Si  0  10.494  28.5004
Si  3.8672  10.494  28.5004
Si  7.7343  10.494  28.5004
Si  11.6015  10.494  28.5004
Si  1.9336  1.749  28.9126
Si  5.8008  1.749  28.9126
Si  9.6679  1.749  28.9126
Si  13.5351  1.749  28.9126
Si  0  8.162  28.9126
Si  3.8672  8.162  28.9126
Si  7.7343  8.162  28.9126
Si  11.6015  8.162  28.9126
Si  0  1.166  0.6159
Si  3.8672  1.166  0.6159
Si  7.7343  1.166  0.6159
Si  11.6015  1.166  0.6159
Si  1.9336  7.579  0.6159
Si  5.8008  7.579  0.6159
Si  9.6679  7.579  0.6159
Si  13.5351  7.579  0.6159
Si  1.9336  5.247  1.0281
Si  5.8008  5.247  1.0281
Si  9.6679  5.247  1.0281
Si  13.5351  5.247  1.0281
Si  0  11.6599  1.0281
Si  3.8672  11.6599  1.0281
Si  7.7343  11.6599  1.0281
Si  11.6015  11.6599  1.0281
Si  0  4.664  2.2648
Si  3.8672  4.664  2.2648
Si  7.7343  4.664  2.2648
Si  11.6015  4.664  2.2648
Si  1.9336  11.0769  2.2648
Si  5.8008  11.0769  2.2648
Si  9.6679  11.0769  2.2648
Si  13.5351  11.0769  2.2648
Si  0  2.332  2.6771
Si  3.8672  2.332  2.6771
Si  7.7343  2.332  2.6771
Si  11.6015  2.332  2.6771
Si  1.9336  8.745  2.6771
Si  5.8008  8.745  2.6771
Si  9.6679  8.745  2.6771
Si  13.5351  8.745  2.6771
Si  1.9385  1.7137  3.8781
Si  5.8278  1.7281  3.9219
Si  9.6616  1.7881  3.9671
Si  13.5432  1.716  3.9071
Si  0.0298  8.1822  3.9492
Si  3.8567  8.1545  3.9334
Si  7.7565  8.1987  3.9527
Si  11.5895  8.1719  3.9356
Si  0.0196  5.8397  4.2524
Si  3.895  5.8238  4.3301
Si  7.7301  5.8509  4.2807
Si  11.6092  5.8388  4.3257
Si  2.0126  12.2248  4.3015
Si  5.8425  12.2244  4.3573
Si  9.7247  12.2729  4.2796
Si  13.5767  12.2151  4.3582
Si  1.9236  5.188  5.4601
Si  5.8435  5.22  5.5473
Si  9.6421  5.2715  5.5148
Si  13.589  5.213  5.4733
Si  0.1078  11.6468  5.535
Si  3.9074  11.614  5.6035
Si  7.8394  11.7251  5.5478
Si  11.6069  11.6624  5.5752
Si  1.9548  2.8656  5.9217
Si  5.9062  2.8711  5.9979
Si  9.6512  2.9818  6.0759
Si  13.5939  2.87  5.9637
Si  0.1668  9.351  6.047
Si  3.8699  9.2703  6.0369
Si  7.8716  9.3878  6.0471
Si  11.5735  9.3132  6.0312
Si  0.0621  2.2533  7.219
Si  3.9245  2.2915  7.1232
Si  7.7509  2.4677  7.4957
Si  11.6563  2.4205  7.2446
Si  2.0423  8.6298  7.4667
Si  5.8843  8.8009  7.1677
Si  9.7232  8.7008  7.4767
Si  13.6091  8.8401  7.1157
Si  0.455  12.7584  7.5961
Si  3.6336  -0.0546  7.6764
Si  8.1778  12.93  7.5917
Si  11.3389  0.0596  7.6133
Si  1.5839  6.3166  7.4887
Si  6.146  6.4402  7.566
Si  9.3227  6.3536  7.5934
Si  13.915  6.4876  7.4262
O  11.4243  6.5745  23.2495
O  3.8198  6.6914  23.1305
O  9.7523  12.6942  8.0819
O  2.0342  12.5584  8.0982
O  1.8647  0.1448  23.1347
O  9.6402  0.1887  23.1021
O  -0.0052  6.2089  7.9527
O  7.7246  6.1946  8.0772
O  3.9901  3.3284  8.4121
O  15.483  3.1103  8.6437
O  7.5902  3.3219  8.9479
O  5.8242  9.7824  8.5063
O  9.7715  9.353  9.0359
O  12.3099  12.2011  8.7615
O  12.8905  5.8689  8.5359
O  10.269  5.5184  8.6567
O  2.217  9.097  9.0866
O  5.0728  5.8151  8.6571
O  13.5256  9.7861  8.4859
O  14.9716  12.0615  8.7445
O  7.2087  12.1501  8.6461
O  4.5764  12.1217  8.8922
O  2.4666  5.5512  8.6361
O  11.7871  3.3621  8.622
O  5.3522  3.6794  22.1589
O  4.423  0.4763  22.3777
O  13.4888  3.1004  22.7886
O  15.0632  9.2746  22.7682
O  7.1107  0.3944  22.3086
O  6.292  7.1767  22.2647
O  9.7438  3.4187  22.2654
O  12.1138  0.8459  22.3768
O  13.7592  6.6309  22.2283
O  1.656  3.3088  22.3922
O  8.9237  7.0576  22.5592
O  14.7286  0.6493  22.5658
O  3.8325  9.6857  22.3131
O  1.3375  7.2321  22.4219
O  7.6749  9.4452  22.6335
O  11.8508  9.7097  22.7654
Si  14.2511  9.9296  17.1896
Si  11.7094  4.9177  9.1222
Si  7.4375  3.841  10.5079
Si  12.9442  11.9298  19.2709
Si  8.6416  2.4104  16.8836
Si  13.5745  7.2414  20.7246
Si  10.0217  8.9649  10.6201
Si  6.8131  5.3402  15.066
Si  9.7867  2.0225  14.3049
Si  3.7836  11.102  15.5021
Si  14.7317  6.7931  16.8595
Si  13.6047  11.2731  9.15
Si  1.7845  3.03  20.7906
Si  9.4532  8.5405  19.704
Si  5.7503  0.4006  21.4231
Si  1.5356  1.292  12.1019
Si  8.994  6.2403  11.578
Si  7.1725  1.6519  12.7352
Si  3.0672  9.5986  20.8576
Si  9.6499  3.5004  20.6273
Si  6.0264  6.9532  17.3705
Si  5.0106  3.164  20.6446
Si  13.5175  1.6469  22.0892
Si  3.2225  6.7271  12.6533
Si  15.0409  1.3029  19.6837
Si  8.6537  9.7698  13.2726
Si  14.8564  7.6275  11.8902
Si  4.6578  11.5448  19.2381
Si  7.7012  7.9588  21.9706
Si  13.3076  11.3989  14.6359
Si  11.2789  5.8654  19.2295
Si  12.4753  3.3908  14.1736
Si  11.7982  9.7719  21.1579
Si  6.1548  10.0105  17.1064
Si  0.496  8.4239  21.6901
Si  10.201  0.7527  18.9519
Si  3.1154  11.2953  12.5418
Si  10.286  11.8276  15.1038
Si  14.9285  1.3329  14.5389
Si  6.1668  2.3138  15.583
Si  1.1173  4.9895  18.5219
Si  6.3197  11.4416  12.2367
Si  3.8484  4.8077  9.0591
Si  1.5962  9.6248  16.8655
Si  1.9579  8.8307  10.6924
Si  3.1187  7.445  18.6655
Si  9.4462  6.8345  14.4448
Si  8.9575  11.0105  17.8447
Si  6.2107  5.9457  12.1231
Si  7.2308  4.4686  18.9655
Si  1.0217  2.2612  17.1576
Si  3.8613  0.849  16.9635
Si  13.4046  4.7879  11.536
Si  12.8795  9.9876  11.7569
Si  11.8447  5.7177  16.1298
Si  15.5913  3.0554  10.2594
Si  2.5511  4.0442  11.6459
Si  5.9612  11.2571  9.1732
Si  1.124  7.6738  14.6111
O  9.2538  12.1996  18.9735
O  13.1972  10.751  18.1444
O  10.2833  7.1616  19.4089
O  1.1497  4.1797  10.8347
O  11.7767  0.2295  18.9033
O  8.0532  3.5401  17.8955
O  3.8941  -0.1061  15.6344
O  6.3477  10.9209  10.704
O  3.3867  3.0595  20.4009
O  12.6999  8.5859  20.5701
O  4.7157  11.5987  12.4794
O  9.2406  9.492  18.3966
O  1.46  9.5754  21.0723
O  10.7866  4.5285  20.0374
O  5.7189  11.9455  20.4215
O  9.8884  1.9325  20.0938
O  6.6557  8.4555  17.1536
O  6.5466  3.8872  15.7199
O  1.0304  1.5952  20.4341
O  8.9493  9.5847  11.6756
O  9.9307  11.2632  16.578
O  11.9658  4.2426  15.457
O  13.0074  4.4612  13.0724
O  7.0058  5.9641  18.2791
O  4.3977  0.0058  18.2664
O  7.4351  11.0169  17.2365
O  13.8263  2.0249  20.5256
O  9.3607  3.0181  15.5403
O  8.6812  2.0948  13.1309
O  4.5516  7.124  17.9994
O  4.8076  2.0861  16.4605
O  0.3542  1.4096  13.1951
O  12.9883  10.7527  13.1816
O  8.7867  4.7186  10.9474
O  0.4807  6.683  15.749
O  5.7137  4.0678  19.4688
O  2.7206  7.5231  11.3143
O  0.3182  10.4229  17.4972
O  15.2432  5.838  18.0958
O  14.1487  3.469  10.8968
O  14.4061  -0.2128  14.6692
O  5.2475  10.2704  18.4296
O  14.3306  8.2993  17.404
O  1.1699  9.1133  15.37
O  9.7303  0.4925  14.8368
O  5.8101  6.3415  15.8661
O  9.6909  10.8424  13.9445
O  9.8098  1.5118  17.5669
O  5.7214  1.7115  20.4729
O  15.1183  7.7423  20.4561
O  8.0019  8.1472  20.373
O  9.7464  6.0883  13.0193
O  9.8788  7.3212  10.709
O  0.3697  8.4275  10.8369
O  0.9689  4.1889  19.9514
O  5.2446  10.3754  15.7689
O  0.7296  1.5756  10.6812
O  6.9832  2.5129  11.359
O  13.3623  6.294  16.1504
O  3.328  10.9567  19.9838
O  7.1134  10.3896  13.2404
O  11.8935  11.9956  15.1238
O  13.5155  8.5155  11.9662
O  8.2059  4.252  20.2854
O  0.1258  7.6234  13.3364
O  14.381  6.1123  11.4782
O  2.8116  10.6736  16.7312
O  12.3768  11.1932  20.6173
O  15.2686  1.8739  18.1788
O  13.8212  10.222  15.6411
O  3.4487  8.2027  20.0844
O  3.0132  10.7746  14.0962
O  14.4293  12.6001  19.528
O  2.49  10.1492  11.5365
O  1.3752  3.8539  17.3514
O  6.5008  5.1132  13.4919
O  10.8321  6.743  15.3216
O  13.6745  2.3574  14.5248
O  2.6512  7.394  14.0474
O  2.3988  1.4143  17.3886
O  11.2989  5.5122  17.6465
O  11.2088  2.4868  13.6699
O  6.1229  1.928  13.9847
O  2.6365  2.5223  12.2617
O  7.0362  12.8976  12.3754
O  2.2933  -0.1462  12.2098
O  2.1249  8.3877  17.777
O  12.814  6.1807  19.745
O  2.6463  5.1937  12.7959
O  8.3095  5.9761  15.2499
O  7.4986  6.9212  11.824
O  7.3675  1.5022  16.3657
O  11.4236  9.6353  11.1123
O  11.982  4.9739  10.7315
O  0.4695  1.8416  15.7006
O  10.2521  9.5047  20.7494
O  13.6447  11.0185  10.7511
O  2.3657  6.006  18.7779
O  8.8931  8.3692  14.1314
O  6.2322  4.9023  10.8621
O  3.7529  4.4568  10.6399
O  4.8458  6.7693  12.4349

Results
free energy: -209836.634 eV
free energy less fixed offsets of O -569.03, Si -635.61 eV per atom: -5.544 eV

Forces (eV/angstrom), in the order of the atoms: element, x, y, z
Si  0.0027  -0.0042  0.0025
Si  0.0026  -0.0104  0.0111
Si  0.0039  -0.0029  0.0061
Si  0.0026  -0.0082  0.0189
Si  0.0026  -0.005  -0.002
Si  0.0014  -0.0107  0.0084
Si  -0.0004  -0.0074  0.0105
Si  -0.001  -0.008  0.0104
Si  0.0012  -0.0007  0.0089
Si  0.0105  0.004  0.0058
Si  -0.0099  0.0031  0.005
Si  -0.0001  0.0038  0.0075
Si  0.007  -0.0037  0.014
Si  -0.003  0.0062  0.0122
Si  -0.0007  0.0012  0.0105
Si  -0.0087  0.0001  0.0029
Si  0.0002  0.011  -0.0114
Si  -0.0036  0.0103  -0.0122
Si  0.0023  0.0111  -0.008
Si  0.0019  0.0063  -0.007
Si  -0.0035  0.0133  -0.0207
Si  0.0021  0.0096  -0.0123
Si  0.0033  0.0083  -0.0165
Si  0.0009  0.013  -0.011
Si  -0.0068  -0.0075  0.0109
Si  0.0012  -0.0116  0.0041
Si  -0.003  -0.0079  0.0049
Si  -0.0025  -0.0043  -0.0022
Si  -0.0063  -0.0103  0.013
Si  -0.0004  -0.0063  0.0061
Si  -0.0026  -0.0087  0.0077
Si  0.0042  -0.011  0.004
Si  0.002  0.0046  -0.0066
Si  0.0004  0.0031  -0.0085
Si  -0.001  0.0025  -0.0057
Si  0.0034  0.0072  -0.0074
Si  0.005  0.0069  -0.013
Si  0.0009  0.0043  -0.005
Si  0.0028  0.0057  -0.0088
Si  -0.0048  -0.0023  -0.0022
Si  -0.0035  -0.0093  0.0098
Si  -0.002  -0.0048  0.0099
Si  -0.0003  -0.0077  0.0079
Si  0.0037  -0.0001  0.0042
Si  -0.0016  -0.0064  0.0121
Si  0.0003  -0.0066  0.0093
Si  0.0018  -0.0036  0.0119
Si  -0.002  -0.006  0.0121
Si  0.1484  0.059  -0.0568
Si  -0.0003  -0.0974  -0.4125
Si  -0.3425  0.0252  -0.1882
Si  -0.09  -0.0649  -0.0186
Si  0.2185  0.043  0.1283
Si  -0.0281  0.016  -0.0928
Si  -0.222  0.0038  -0.0846
Si  -0.1175  0.1259  0.2096
Si  -0.0059  0.0277  0.2081
Si  -0.0332  -0.0022  -0.1953
Si  -0.1001  0.0524  0.119
Si  -0.0121  0.1053  0
Si  -0.0919  -0.0112  -0.1242
Si  0.0235  -0.015  0.1253
Si  -0.1417  -0.0975  -0.0145
Si  0.0434  0.075  0.2481
Si  0.0108  0.0159  -0.0163
Si  0.0405  -0.0065  0.0023
Si  0.0836  0.0127  -0.0066
Si  -0.0577  -0.0611  -0.0168
Si  0.0274  -0.0132  -0.002
Si  0.0301  -0.0153  0.0707
Si  0.0084  0.01  0.0006
Si  0.0248  -0.0236  0.0662
Si  0.0173  -0.0485  -0.0501
Si  0.0316  0.0356  -0.0625
Si  -0.143  -0.022  -0.0402
Si  -0.0159  -0.0124  -0.0474
Si  0.0933  0.0049  0.044
Si  -0.0711  -0.0013  -0.009
Si  -0.0389  -0.002  0.0234
Si  -0.0859  -0.0553  0.0084
Si  0.0314  -0.0844  -0.493
Si  0.0557  -0.0108  -0.0016
Si  -0.0178  0.0226  -0.254
Si  0.0361  0.0168  -0.0081
Si  0.1322  -0.0777  -0.1686
Si  0.0309  0.0043  0.1383
Si  0.1149  0.0306  -0.2064
Si  0.036  -0.0199  0.1248
Si  -0.0323  -0.1127  -0.0705
Si  0.2111  0.0084  0.1018
Si  0.0957  -0.0416  0.0714
Si  -0.0541  0.0506  0.2557
Si  0.0478  -0.0143  -0.0092
Si  0.0438  0.0842  0.3447
Si  0.0077  -0.0015  0.0234
Si  0.0854  0.0832  0.3678
Si  0.0011  -0.0005  -0.0075
Si  -0.0006  0.0073  -0.005
Si  0.0017  0.0056  -0.0093
Si  0.0008  0.0086  -0.0049
Si  0.0003  0.0014  -0.0068
Si  -0.0003  0.0035  -0.008
Si  0  0.0073  -0.007
Si  -0.0001  0.0049  -0.0082
Si  -0.0013  0.0006  0.002
Si  -0.001  -0.003  0.0118
Si  -0.0004  -0.0048  0.0099
Si  -0.001  -0.0052  0.0134
Si  -0.0025  0.0014  0.0021
Si  0.0002  -0.0054  0.0119
Si  -0.0036  -0.0028  0.0032
Si  -0.0005  -0.0067  0.0122
Si  0.0074  0.0076  -0.0075
Si  -0.0042  0.0112  -0.0069
Si  0.0061  0.0114  -0.0126
Si  -0.007  0.0075  -0.0081
Si  -0.0042  0.0105  0.0042
Si  0.0089  0.0065  -0.0076
Si  -0.0047  0.0087  -0.0032
Si  0.0095  0.0062  -0.0071
Si  -0.0034  -0.0105  0.0193
Si  -0.0008  -0.0127  0.0123
Si  -0.0019  -0.0135  0.0213
Si  0.0019  -0.0124  0.0108
Si  -0.0058  -0.0117  0.0176
Si  0.0033  -0.0127  0.0138
Si  -0.003  -0.0121  0.0154
Si  0.0021  -0.0124  0.0151
Si  0.0018  -0.0006  -0.0113
Si  0.0045  0.005  -0.0128
Si  0.0044  -0.0031  -0.0155
Si  -0.0039  0.0033  -0.0106
Si  -0.001  -0.0003  -0.0114
Si  -0.0027  0.0023  -0.0126
Si  0.0022  0.0016  -0.0131
Si  0.0053  -0.0005  -0.0133
Si  -0.0051  0.005  -0.0207
Si  -0.0044  0.0018  0.0005
Si  -0.0031  0.0059  -0.0123
Si  -0.0025  0.0011  -0.0011
Si  -0.0001  0.0071  -0.0053
Si  0.0024  0.0048  -0.0102
Si  -0.0007  0.0037  -0.0031
Si  0.0007  0.0106  -0.0083
O  0.0048  0.0047  -0.0066
O  -0.0054  0.0065  -0.0015
O  0.0044  -0.0034  -0.0016
O  0.0035  -0.0033  0.0021
O  -0.004  0.0025  -0.0018
O  -0.0023  0.0018  -0.0037
O  -0.0016  -0.0043  0.0015
O  -0.0003  -0.0019  0.0013
O  -0.0006  0.004  0.005
O  0  0.003  0.0126
O  -0.0029  0.0057  0.0169
O  0.0009  0.0048  0.0026
O  0.0008  -0.0002  0.0125
O  -0.0004  -0.0002  0.0028
O  -0.0005  -0.0042  0.0045
O  0.0011  -0.0011  0.003
O  -0.0011  0.0002  0.0135
O  -0.0001  -0.0007  0.0025
O  -0.0018  0.0055  0.0057
O  -0.0022  -0.0031  0.0082
O  -0.0028  -0.0049  0.0085
O  -0.001  0.0006  0.0005
O  0.0003  -0.0021  0.0046
O  0.0011  0.0055  0.0045
O  -0.0038  -0.0035  -0.0101
O  0.002  0.0021  -0.0086
O  0.0021  -0.004  -0.0035
O  0.0009  -0.0018  -0.0098
O  -0.0013  -0.0009  -0.0062
O  -0.0002  0.0028  -0.0066
O  0.0013  -0.0005  -0.0097
O  0.0025  0.0041  -0.0085
O  -0.0021  0.001  -0.0088
O  0.0001  -0.0001  -0.0106
O  -0.0005  0.0025  -0.0058
O  0.0011  0.0015  -0.0034
O  -0.0018  -0.0035  -0.012
O  -0.0006  0.0031  -0.0045
O  0.0004  -0.005  -0.0052
O  0.0026  -0.001  -0.0101
Si  0.0006  0  0.0004
Si  0.0001  -0.0031  -0.0048
Si  0.0001  -0.0018  -0.0112
Si  -0.0017  -0.0014  0.0041
Si  0  0.0009  -0.0012
Si  -0.0013  0.0017  0.0067
Si  -0.0023  0.0014  -0.0059
Si  0.0001  -0.0003  0.0004
Si  -0.0006  0.0003  0
Si  0.0006  -0.0001  0.0002
Si  0.0007  0.0002  -0.0009
Si  0.0012  -0.0017  -0.0069
Si  0.0018  0.0006  0.0086
Si  -0.0015  0.0015  0.005
Si  -0.001  0.0022  0.0069
Si  -0.0012  0.0014  0.0002
Si  -0.0014  -0.0017  0.0005
Si  -0.0003  0.001  -0.0015
Si  0.0026  0.0005  0.0099
Si  0.0003  -0.0002  0.0106
Si  0.0001  0.0007  -0.0011
Si  0.0003  0  0.0101
Si  -0.0046  0.0007  0.0074
Si  -0.0021  0.0003  0.001
Si  -0.0009  -0.0002  0.0022
Si  -0.0013  -0.0006  -0.0002
Si  0.0011  0.001  0.0002
Si  -0.001  -0.0009  0.0025
Si  -0.0002  0.003  0.0073
Si  0.0001  -0.0006  -0.0001
Si  -0.0003  -0.0008  0.002
Si  -0.0004  -0.0004  -0.0006
Si  -0.0005  0.0021  0.0144
Si  -0.0013  0.0001  -0.0007
Si  -0.0004  0.0037  0.0089
Si  -0.0003  0.0008  0.0024
Si  -0.0004  -0.0017  0.0032
Si  -0.0011  0.0008  -0.0005
Si  0  0.0005  -0.001
Si  0.0007  0.0007  0.0001
Si  -0.0003  0.0001  0.0009
Si  -0.0005  -0.002  -0.0017
Si  -0.0017  -0.0037  -0.006
Si  -0.0009  0.0002  -0.001
Si  0.0008  0.0014  -0.0073
Si  0.0002  0.0006  0.003
Si  -0.0014  0.0006  -0.0006
Si  0.0001  -0.0001  0
Si  0.0015  -0.001  -0.0009
Si  -0.0002  0.0017  0.0022
Si  0.0007  0.0007  0
Si  0.0006  -0.0002  -0.0005
Si  -0.0016  -0.0024  0
Si  0.0003  0.0017  -0.0022
Si  -0.0001  -0.0007  -0.0009
Si  -0.0014  0.0012  -0.0094
Si  -0.0005  0.0006  -0.002
Si  0.0033  -0.0015  -0.0049
Si  0.0008  0.0005  0.0011
O  0.0019  -0.0005  -0.0041
O  0.0007  0.0013  -0.0003
O  0.0009  -0.0002  -0.0026
O  0.0024  -0.003  0.0024
O  -0.0013  -0.0004  -0.0019
O  -0.0006  -0.0019  -0.0045
O  -0.0008  -0.0019  0.0006
O  0.0021  0.0018  0.0031
O  -0.0017  0.0009  -0.0023
O  0.0015  -0.0007  -0.003
O  -0.0002  0.0017  -0.0014
O  -0.0012  0.0016  -0.0015
O  0.0023  -0.0022  -0.0038
O  -0.0008  0.0021  -0.0042
O  -0.0011  0.0001  -0.0038
O  0.0007  0.001  -0.0034
O  -0.0023  0.0008  -0.0015
O  -0.0015  -0.0013  -0.0009
O  -0.0011  0.0019  -0.004
O  0.0008  -0.0013  0.0019
O  -0.0015  0.0006  -0.0002
O  0.0009  0.0004  -0.0019
O  0.0006  -0.0009  -0.0018
O  -0.0008  -0.0005  -0.0022
O  0.0001  -0.0016  -0.0012
O  0.0003  -0.002  -0.0007
O  0.0026  -0.0006  -0.0056
O  -0.001  -0.0035  -0.0017
O  -0.0006  -0.0015  0.0025
O  -0.0002  0.0012  -0.0014
O  0.0002  0.0002  -0.0005
O  0.0012  -0.0007  0.0001
O  0.0003  -0.0016  0.0003
O  0.0002  0.0033  0.0022
O  -0.0021  0.0003  -0.0004
O  0.0002  -0.0003  -0.0007
O  -0.0005  -0.0002  0.0019
O  -0.0012  -0.0019  -0.0029
O  0.0023  -0.0003  -0.0021
O  -0.0021  0.0029  0.0007
O  -0.0008  0.0004  -0.0009
O  0.0013  0.0017  -0.0022
O  0.0006  0.0013  -0.0011
O  -0.0004  -0.0004  0.001
O  0.0005  -0.0007  -0.0018
O  0.0023  0.0005  0.0005
O  -0.0002  0.0002  -0.0001
O  -0.0011  0.0003  0.0006
O  0  0.0003  -0.0026
O  0.0004  -0.0005  -0.003
O  0.0029  0.0004  -0.0045
O  -0.002  0.0017  -0.0014
O  -0.0012  0.0007  0.0019
O  -0.0005  -0.0018  0.0023
O  0.0011  -0.0013  -0.0046
O  -0.0001  0.0007  0.0024
O  0.0019  0.0007  0.0026
O  -0.0014  -0.0028  0.0012
O  -0.0004  -0.001  0
O  0.0017  0.0003  -0.0034
O  0.0006  0.002  -0.0019
O  0.0011  -0.0003  -0.002
O  0.0016  -0.0007  -0.0003
O  0.0002  0  -0.003
O  -0.0006  -0.0003  -0.0029
O  -0.0013  -0.0003  0.0001
O  -0.0014  -0.0017  -0.0027
O  0.0018  0.0008  -0.0069
O  0.0005  0.0004  0
O  -0.0009  0.0013  0
O  -0.0019  0.0005  -0.0045
O  -0.0013  0.0009  -0.0012
O  -0.001  0.0001  -0.0038
O  0.0004  0.0002  0.0006
O  -0.0019  -0.0008  0.001
O  0  0.0011  -0.0012
O  -0.0005  -0.0019  -0.0006
O  0.0003  -0.0008  -0.0012
O  -0.0011  0.0002  -0.0032
O  -0.0011  0.0013  -0.002
O  0.0011  0.0009  0.0001
O  0.0004  0.0004  0.0009
O  0.0025  -0.0005  -0.0012
O  -0.0038  -0.0011  -0.0021
O  -0.0015  0.0003  0.0006
O  -0.0006  0.0004  -0.0008
O  0.0011  0.0003  -0.0011
O  -0.003  -0.0005  -0.0027
O  0.0008  -0.0007  -0.0018
O  -0.0005  -0.0001  -0.0026
O  0.0013  -0.0034  -0.0006
O  -0.0003  0.0037  -0.0004
O  0.0004  -0.0002  -0.0014
O  0.0029  -0.0003  0.0019
O  -0.0009  -0.0002  -0.0005
O  -0.001  -0.0031  -0.0063
O  -0.0018  -0.0021  0.0026
O  -0.0016  0.0005  -0.0031
O  0.0011  -0.0011  -0.0016
O  -0.0002  0.0022  0.0044
O  -0.0022  0.0001  0.0032
O  0.0003  -0.0005  -0.0016

The program warned: the cutoff lies below the one the program advises for these potential files; the forces do not sum to zero within the program's tolerance; the exchange-correlation potential is rough where the density is thin.
